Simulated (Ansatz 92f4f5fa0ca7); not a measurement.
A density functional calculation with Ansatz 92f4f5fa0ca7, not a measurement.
Periodic cell of 221 atoms, Si132O88H1, from a study of silicon, its oxide and their interface. The atomic structure is a simulated model.
Doubt: the cutoff is far below the 930 eV that the study's wrapper takes by default for these files, so forces and energies are approximate.
This geometry differs little from another in the collection (a relaxation step or a small displacement).

Settings: functional PBE; potential files Ansatz PAW; basis plane waves; wave-function cutoff 580 eV; density cutoff ratio 5; exchange-correlation grid ratio 1; k mesh 1 x 1 x 1, Gamma-centred; self-consistency stop 5e-08 eV per atom in the density residual; occupations fixed; spin none; net charge +1 e, with a uniform compensating background and no finite-size correction.

Cell vectors (angstrom)
a  10.938  0  0
b  0  10.938  0
c  0  0  32.9192

Atoms: element, x, y, z (angstrom)
Si  -0.3379  0.318  25.3889
Si  5.6973  -0.4235  25.2673
Si  2.547  3.052  25.3719
Si  8.3929  2.5979  25.4515
Si  0.2769  5.2623  25.3847
Si  5.1951  5.668  25.6105
Si  3.1005  7.8461  25.9244
Si  8.1007  8.4292  25.3996
Si  1.3788  1.3987  26.6286
Si  6.7438  1.3465  26.6009
Si  4.0249  4.119  26.8766
Si  9.613  4.1213  26.7505
Si  1.2735  6.8081  26.8496
Si  6.9087  6.8394  26.714
Si  4.1916  9.624  26.8548
Si  9.5476  9.6536  26.7775
Si  2.7008  0.0426  28.0995
Si  8.1307  0.0487  28.1115
Si  0.0326  2.7253  28.1111
Si  5.4602  2.7088  28.1026
Si  2.7139  5.4884  28.2185
Si  8.2275  5.4647  28.1173
Si  -0.0476  8.2663  28.1433
Si  5.5317  8.1437  28.1612
Si  4.1018  1.3673  29.501
Si  9.5708  1.3673  29.501
Si  1.3673  4.1018  29.501
Si  6.8362  4.1018  29.501
Si  4.1018  6.8362  29.501
Si  9.5708  6.8362  29.501
Si  1.3673  9.5708  29.501
Si  6.8362  9.5708  29.501
Si  0  0  30.8682
Si  5.469  0  30.8682
Si  2.7345  2.7345  30.8682
Si  8.2035  2.7345  30.8682
Si  0  5.469  30.8682
Si  5.469  5.469  30.8682
Si  2.7345  8.2035  30.8682
Si  8.2035  8.2035  30.8682
Si  1.3673  1.3673  32.2355
Si  6.8362  1.3673  32.2355
Si  4.1018  4.1018  32.2355
Si  9.5708  4.1018  32.2355
Si  1.3673  6.8362  32.2355
Si  6.8362  6.8362  32.2355
Si  4.1018  9.5708  32.2355
Si  9.5708  9.5708  32.2355
Si  2.7345  0  0.6835
Si  8.2035  0  0.6835
Si  0  2.7345  0.6835
Si  5.469  2.7345  0.6835
Si  2.7345  5.469  0.6835
Si  8.2035  5.469  0.6835
Si  0  8.2035  0.6835
Si  5.469  8.2035  0.6835
Si  4.1018  1.3673  2.0507
Si  9.5708  1.3673  2.0507
Si  1.3673  4.1018  2.0507
Si  6.8362  4.1018  2.0507
Si  4.1018  6.8362  2.0507
Si  9.5708  6.8362  2.0507
Si  1.3673  9.5708  2.0507
Si  6.8362  9.5708  2.0507
Si  0  0  3.418
Si  5.469  0  3.418
Si  2.7345  2.7345  3.418
Si  8.2035  2.7345  3.418
Si  0  5.469  3.418
Si  5.469  5.469  3.418
Si  2.7345  8.2035  3.418
Si  8.2035  8.2035  3.418
Si  1.3265  1.3104  4.8158
Si  6.8407  1.3274  4.7167
Si  4.07  4.1405  4.7083
Si  9.6102  4.0962  4.7704
Si  1.371  6.877  4.897
Si  6.9063  6.7998  4.7117
Si  4.0991  9.5288  4.8292
Si  9.6131  9.5779  4.8526
Si  2.6575  -0.0943  6.2293
Si  8.1979  0.0573  6.1513
Si  -0.0966  2.6695  6.1819
Si  5.4159  2.6965  5.9374
Si  2.8342  5.4895  6.2029
Si  8.3011  5.5153  6.1135
Si  -0.0163  8.2247  6.395
Si  5.5531  8.0942  6.0815
Si  3.8729  1.5877  7.2973
Si  9.0107  1.7939  7.5941
Si  1.6269  3.8044  7.2854
Si  6.824  4.0713  7.1498
Si  4.6986  6.3718  7.4734
Si  9.2887  7.0313  7.7064
Si  1.3064  9.6191  7.8454
Si  7.096  9.3184  7.3599
O  1.4015  4.1578  24.9002
O  6.9315  9.4888  24.9136
O  2.7619  2.7046  7.7756
O  8.1701  8.2193  7.9691
O  5.7549  5.1425  7.9079
O  -2.3206  2.5193  18.6736
O  4.0893  6.8446  25.0996
O  9.4968  1.4738  24.9764
O  2.1751  8.5355  8.7424
O  0.9041  4.3473  8.6513
O  9.3672  1.1741  9.0846
O  6.479  10.0639  8.6714
O  4.602  1.0622  8.6563
O  4.4177  7.1818  8.8689
O  7.8683  2.9798  7.9134
O  9.6679  6.4549  9.2205
O  3.3068  2.5195  24.0194
O  4.8902  -0.3148  23.8456
O  7.8712  3.3962  24.1077
O  10.7816  6.0967  24.0495
O  8.8433  7.892  24.0353
O  0.0193  10.6158  23.9344
O  5.5864  4.8117  24.2945
O  0.9167  10.7492  21.3895
Si  4.1126  6.842  12.2114
Si  8.3682  -2.2213  14.6363
Si  5.2505  2.9583  13.3294
Si  6.7012  -3.8343  19.0048
Si  8.405  -9.4556  17.4427
Si  1.7261  -3.0451  18.3319
Si  0.8455  9.8721  22.7569
Si  11.7335  3.6671  10.1295
Si  5.3272  10.8309  9.5036
Si  2.6116  4.1497  12.4215
Si  13.3207  -5.3309  16.6022
Si  -1.2905  3.1639  19.7645
Si  10.8764  1.3457  15.4738
Si  0.5223  -6.6768  14.5572
Si  6.474  0.4492  12.2487
Si  0.199  11.4079  20.0607
Si  14.2933  -5.9213  20.6759
Si  6.7641  -5.6728  11.9584
Si  5.4179  -1.9005  13.8706
Si  6.5692  3.9713  23.3137
Si  9.4819  0.1245  12.8256
Si  10.6942  0.7092  9.9318
Si  1.6613  -0.2509  17.4633
Si  4.0577  -3.0029  20.5638
Si  9.1683  -4.8412  13.5226
Si  0.8645  -5.7065  19.0688
Si  5.8229  2.5652  16.2399
Si  4.09  2.4831  22.5735
Si  4.6112  -0.3077  16.3866
Si  10.0352  7.2257  23.1276
Si  7.4265  -1.3307  17.3901
Si  9.4054  5.6416  10.6267
Si  -2.6892  5.4218  21.2283
Si  3.8188  -0.5263  22.6179
Si  4.9498  4.9426  17.8268
Si  14.444  -2.6593  9.6525
O  1.6851  4.7104  17.7689
O  9.7641  -9.7413  16.6394
O  18.9869  0.8228  12.4685
O  5.9997  -1.0686  12.5913
O  2.8692  -2.71  19.4716
O  6.0445  6.1531  17.8487
O  3.7171  -4.4403  21.3241
O  4.3852  7.8735  13.4315
O  -1.1985  6.4874  12.013
O  2.2156  4.0511  10.8463
O  14.5798  -7.1915  21.6537
O  4.8038  1.3045  16.3014
O  5.6429  1.3961  13.2551
O  4.2049  4.8815  19.2848
O  2.4112  9.8563  23.2873
O  10.3543  4.3124  10.7193
O  16.5931  3.5072  17.5568
O  7.9383  0.0523  18.1362
O  4.219  -1.7071  21.5645
O  7.3462  1.9903  16.3271
O  5.7125  2.6828  22.7759
O  5.8449  -1.0848  17.1206
O  -3.3466  -2.6414  18.3354
O  1.2728  0.6252  18.8056
O  -1.0248  -0.5631  19.8402
O  7.6066  5.6612  13.3049
O  7.814  5.216  10.6964
O  17.0452  -7.1339  12.2334
O  5.5775  3.4154  14.8673
O  9.9992  -6.0411  14.2449
O  -1.8679  -1.3243  13.4625
O  3.1948  7.5946  11.0893
O  1.5313  -5.5926  15.251
O  14.6122  3.0378  12.9386
O  11.3192  -8.0259  15.4481
O  9.2137  -3.609  14.5849
O  6.7755  -2.5641  14.4847
O  9.3669  6.4271  21.8807
O  -0.5827  0.9119  13.9762
O  0.1854  8.3609  22.6306
O  1.7475  4.9376  20.4077
O  7.6756  -4.766  19.9142
O  5.5215  -3.1381  19.8787
O  2.399  -3.7548  17.0199
O  0.9911  -1.7128  17.7779
O  3.2364  -5.3326  12.7816
O  3.769  0.9882  21.9469
O  10.6263  -8.9285  20.3742
O  10.4298  4.3976  19.0548
O  6.0502  0.6916  10.7082
O  5.5615  -4.6115  11.6327
O  12.1333  3.8587  13.1455
O  -3.9323  -5.8339  22.2381
O  3.9438  5.1606  16.5533
O  8.8249  -7.0232  20.9543
O  -2.515  -1.4845  16.0959
O  3.2645  -0.5114  17.275
O  11.6213  2.0355  10.1524
O  12.0932  0.4071  16.0463
O  4.2308  9.7094  9.9418
O  11.4843  -0.3595  8.9623
O  10.3175  0.0571  11.3994
O  4.564  -0.9577  14.8929
O  0.6169  6.8509  18.9532
H  -1.7788  -0.3499  19.2503

Results
free energy: -133983.280 eV
free energy less fixed offsets of H -15.97, O -568.88, Si -635.61 eV per atom: -5.350 eV

Forces (eV/angstrom), in the order of the atoms: element, x, y, z
Si  -0.0103  0.0025  -0.0017
Si  0.0056  -0.0037  -0.0175
Si  -0.001  0.0022  0.002
Si  -0.0015  0.0022  -0.0058
Si  0.0039  -0.0048  -0.0061
Si  -0.0073  -0.0017  -0.0054
Si  0.0153  -0.0259  -0.0266
Si  -0.0063  0.0045  -0.0023
Si  0.0046  0.0027  0.0017
Si  0.0008  -0.0006  0.0043
Si  0.0028  0.001  -0.0002
Si  0.0008  0.002  0.002
Si  0.0012  0.0015  0.0037
Si  0.0016  0.0015  0
Si  -0.0015  0.0112  0.0094
Si  0.0003  0.0008  0.0002
Si  0  0.0001  0.0014
Si  0.002  0.001  0.0008
Si  -0.0004  -0.0029  0.0028
Si  -0.0027  0.0026  0.003
Si  -0.0014  -0.0006  0.0018
Si  -0.0008  0  0.0024
Si  -0.0028  -0.0008  0.0029
Si  0.002  -0.0009  0.0014
Si  -0.0608  0.0167  -0.0961
Si  -0.1147  0.1203  -0.2272
Si  -0.3489  -0.1629  0.371
Si  0.0596  -0.1572  -0.3227
Si  0.1767  0.0899  0.412
Si  -0.0941  0.0631  0.0072
Si  0.0955  0.1472  -0.1081
Si  0.0238  0.1937  0.1483
Si  -0.0534  -0.0076  -0.0302
Si  -0.0525  -0.1226  -0.0073
Si  0.0833  0.0544  -0.0059
Si  0.0658  0.0393  -0.0055
Si  0.0262  -0.0821  0.0137
Si  -0.0443  -0.0406  -0.0008
Si  0.1064  0.0522  -0.0009
Si  0.028  -0.0116  0.0015
Si  -0.0085  0.044  -0.0259
Si  -0.0121  -0.0014  -0.0419
Si  0.0011  -0.0249  -0.0076
Si  -0.0575  0.0368  -0.0074
Si  -0.0312  -0.0075  -0.0401
Si  -0.0065  0.0087  -0.0205
Si  0.005  0.0609  -0.0092
Si  -0.0051  -0.0142  0.0005
Si  0.0152  -0.0327  0.0253
Si  -0.0285  0.0326  0.0213
Si  -0.0189  0.0259  0.0146
Si  0.0407  0.0135  0.0204
Si  0.0505  -0.0277  0.0174
Si  0.0058  -0.043  0.0373
Si  0.0513  -0.0568  0.0154
Si  -0.0176  -0.0094  0.0124
Si  -0.0657  -0.0618  0.0294
Si  -0.0187  0.0022  0.0227
Si  0.011  -0.0194  0.002
Si  -0.0671  -0.006  -0.0222
Si  0.0417  -0.0103  0.0214
Si  0.0726  0.1435  0.0088
Si  -0.059  0.0517  0.0091
Si  -0.0325  -0.0353  -0.0067
Si  0.0119  -0.331  -0.09
Si  -0.2969  -0.4497  -0.1194
Si  -0.4619  -0.1998  0.034
Si  0.0778  0.1322  -0.1212
Si  0.4012  0.2434  0.2897
Si  0.1772  0.0173  -0.5093
Si  -0.1528  -0.043  0.3084
Si  0.4627  0.3679  -0.0747
Si  0.0009  -0.0005  -0.0012
Si  0.0008  -0.0021  -0.0011
Si  -0.0011  0.0012  -0.0009
Si  0.0012  -0.0001  -0.0017
Si  0.0008  -0.0014  0.0002
Si  -0.0031  0.0002  -0.0037
Si  0.0003  0.0002  -0.0008
Si  -0.001  0.0003  -0.0007
Si  0.0005  -0.0003  -0.0004
Si  -0.0006  0.0018  0.0015
Si  -0.0045  0.0008  0.0026
Si  0.0019  -0.0003  -0.0027
Si  -0.0012  0  0.0001
Si  0.0044  -0.0013  0.0007
Si  0.001  -0.0007  -0.0017
Si  0  0.0004  0.0018
Si  0.0023  -0.0005  0.0063
Si  0.0006  -0.0034  -0.0055
Si  0.0029  0.0025  -0.0006
Si  -0.0032  -0.0011  0.0054
Si  0.0006  -0.0023  0.0023
Si  -0.0021  -0.0018  0.0053
Si  -0.0004  0.0009  0.0004
Si  0.0003  0.0042  0.006
O  -0.0029  0.0035  0.0036
O  -0.0011  0.0045  0.0053
O  -0.0003  -0.0006  0.0002
O  -0.0028  0.0008  -0.0013
O  -0.001  0.0046  -0.0036
O  0.0005  -0.0008  -0.0007
O  -0.0075  0.0099  0.0189
O  0.0061  -0.0058  0.0013
O  -0.0019  0.0007  0.0014
O  -0.0007  0.0007  0.0002
O  -0.001  0.001  0.0023
O  0.0033  -0.0035  -0.0036
O  -0.0017  0.0018  -0.0019
O  0.0002  -0.0005  0.0008
O  0.0039  0.0001  0.0027
O  0.0001  0.002  -0.0034
O  -0.002  -0.0004  -0.0005
O  0.0056  -0.0044  0.0071
O  0.0018  -0.0028  0.0025
O  -0.0011  0.0001  -0.001
O  0.0025  -0.0005  0.0008
O  -0.0021  0.0038  0.0151
O  -0.0004  0.0022  0.0016
O  0.0038  -0.0021  0
Si  0.0016  0.0003  -0.0012
Si  0.0002  -0.0001  0.0019
Si  0.002  0.0019  -0.0021
Si  0.0018  0.0011  0.0019
Si  0.0001  -0.0014  0.0035
Si  -0.001  0.0003  0.0018
Si  -0.0058  -0.0026  -0.016
Si  0.001  -0.0007  -0.0033
Si  0.001  0.0001  -0.004
Si  -0.0011  0.0007  -0.0018
Si  0.0003  0.0002  0.004
Si  0.0006  -0.0025  0.005
Si  0.0013  -0.0007  0.0028
Si  0.0003  -0.0002  0.0017
Si  -0.0012  -0.0009  -0.0021
Si  -0.0011  0.0015  0.007
Si  -0.0006  -0.0014  0.0037
Si  -0.0005  -0.0007  -0.002
Si  0  0.0002  0.0015
Si  -0.0006  0.0031  0.0007
Si  0.0001  -0.0006  0.0007
Si  -0.0006  0.0005  -0.0023
Si  0.0013  -0.0013  0.0028
Si  -0.0008  -0.0032  -0.0015
Si  0.0006  -0.0001  0.0005
Si  0.0008  0.0009  0.0039
Si  -0.0009  0.0004  0.004
Si  0.0002  0.0031  0.0017
Si  -0.0001  0.0001  0.0038
Si  -0.0051  -0.0051  0
Si  0.0003  -0.0001  0.0036
Si  -0.0017  -0.001  -0.0015
Si  -0.0013  -0.0009  0.005
Si  0.0033  0.0061  -0.0035
Si  0  -0.0008  0.0035
Si  0.002  -0.0005  -0.0026
O  -0.0003  -0.0001  -0.0003
O  -0.0004  -0.0008  -0.0007
O  0.0008  0.0012  0.0014
O  0.0001  0.0019  0
O  0.0021  -0.0005  0.0017
O  0.0004  0.0005  -0.0012
O  0.0008  0.0022  -0.0002
O  -0.0002  -0.0006  0.0005
O  0.0002  0  0.0011
O  -0.0008  -0.0006  0.0013
O  -0.0001  -0.0025  -0.0004
O  -0.0001  -0.0003  -0.0007
O  0.0006  -0.0039  -0.0003
O  -0.0003  -0.0005  -0.0004
O  0.0035  -0.0002  -0.0096
O  -0.0005  0.0006  0.0029
O  0  -0.0006  -0.0012
O  0.0021  0.0005  -0.0011
O  -0.0029  0.0065  0.0039
O  0.0022  -0.0005  -0.0004
O  -0.0007  -0.0012  -0.0015
O  -0.0006  -0.0002  -0.0017
O  0  -0.0014  -0.0012
O  0.001  -0.0003  0.0002
O  0.0038  -0.0015  0.0046
O  0  -0.0004  0.0005
O  0.0014  0.0001  0.0022
O  0.0007  0.0005  0.002
O  0.0015  0.0016  0.0032
O  -0.0004  0.0002  0
O  0.0002  0.0002  0.0004
O  -0.0005  0.0012  -0.0004
O  -0.0016  -0.0013  -0.0021
O  -0.0031  -0.0014  0.0006
O  0.0004  0.0011  -0.0012
O  0.0004  -0.0005  -0.0003
O  -0.0007  -0.0002  -0.0006
O  0.0007  0.002  0.0016
O  -0.0002  0  0.0004
O  0.003  0.0024  0.0001
O  0.0011  -0.0003  -0.0009
O  0.0011  -0.0006  0.0005
O  -0.0023  0.0017  0.0019
O  -0.0004  0.0014  -0.0003
O  0.001  0.0004  -0.001
O  -0.0003  0.0005  0.0021
O  -0.0013  -0.0082  0.0028
O  0.0011  -0.0005  -0.0001
O  0.0007  0.0002  -0.0011
O  0.0006  -0.0002  0.0027
O  0  -0.0001  0.0018
O  0.0002  0.0006  0.0006
O  -0.0006  -0.0002  0.0003
O  0.0003  -0.0006  -0.0008
O  -0.0006  -0.0005  -0.0011
O  0.0003  0.0001  -0.0005
O  -0.0004  0.0006  -0.0007
O  -0.0001  -0.0007  0.0026
O  -0.0005  0.0004  -0.0004
O  -0.001  -0.0011  0.0027
O  0.0017  -0.0021  0.0004
O  0.0004  0.0004  -0.0003
O  0.0001  -0.0002  -0.0002
O  -0.0001  -0.0004  -0.001
H  -0.0023  -0.0001  -0.0008

The program warned: the cutoff lies below the one the program advises for these potential files; the forces do not sum to zero within the program's tolerance; the exchange-correlation potential is rough where the density is thin.
